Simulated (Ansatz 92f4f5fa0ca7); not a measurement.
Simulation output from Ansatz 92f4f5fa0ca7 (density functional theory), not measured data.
Periodic cell of 216 atoms, Si120O64H32, with a vacuum gap, from a study of silicon, its oxide and their interface. The atomic structure is a simulated model.

Settings
functional: r2SCAN
potential files: Ansatz PAW
basis: plane waves
wave-function cutoff: 800 eV
density cutoff ratio: 5
exchange-correlation grid ratio: 1
k mesh: 1 x 1 x 1, shifted by 0.5 0.5 0 of a step
self-consistency stop: 1e-11 eV per atom in the density residual
occupations: fixed
spin: none
net charge: 0
applied field: sawtooth along c, amplitude -0.015 V/angstrom in the program's sign convention, ramp centred at 0.9874 of c and 0.0251 of c wide, no dipole correction

Cell vectors (angstrom)
a  10.887  0  0
b  0  10.887  0
c  0  0  39.7632

Atoms and the computed forces on them: element, x, y, z (angstrom), force x, y, z (eV/angstrom)
Si  0.3196  -0.0406  26.2324  -0.0042  0.0013  -0.0205
Si  2.7027  3.1192  26.302  0.0044  -0.0061  -0.0187
Si  0.2152  5.038  25.9745  -0.0033  -0.004  -0.0152
Si  2.469  8.5453  26.1193  0.0087  0.0049  -0.0234
Si  5.3904  -0.2139  26.4077  -0.0134  -0.0022  -0.0189
Si  7.9935  3.1225  25.9027  0.0017  0.0063  -0.0118
Si  5.7125  5.361  25.9547  0.0021  0.0029  -0.026
Si  7.8267  8.6733  26.0368  0.0051  -0.0002  -0.0255
Si  1.5304  1.4481  27.53  0.0045  0.0028  -0.0082
Si  4.189  4.3538  27.4943  -0.0023  -0.0016  -0.0124
Si  1.2748  6.8336  27.2043  -0.0011  -0.002  -0.0129
Si  3.9923  9.4321  27.7099  0.005  0.0049  -0.0157
Si  6.789  1.4825  27.2458  -0.002  -0.009  -0.0098
Si  9.5365  4.0664  27.4252  0.0015  -0.0031  -0.0107
Si  6.862  6.91  27.3082  0.0012  0.006  -0.013
Si  9.4908  9.7009  27.3578  0.0005  0.0028  -0.0106
Si  0.0139  2.7238  28.8025  -0.0091  -0.0083  0.0041
Si  2.7417  0.0516  28.9452  0.0001  0.0006  0.0108
Si  -0.0601  8.2036  28.6512  0.0061  0.0057  0.0111
Si  2.6775  5.6043  28.7434  0.0042  0.0091  0.0157
Si  5.4819  2.816  28.7224  -0.0039  -0.0084  0.0107
Si  8.1279  0.1393  28.7224  0.009  0.0044  0.0059
Si  5.4681  8.0775  28.8513  -0.0092  0.0001  0.01
Si  8.1981  5.5233  28.7106  -0.0066  0.0015  0.0009
Si  1.3772  4.1442  30.0907  0.0122  -0.0101  0.024
Si  4.1538  1.4434  30.1514  -0.004  -0.0041  0.0171
Si  1.2968  9.5308  30.1195  -0.0031  -0.0085  0.0188
Si  4.0567  6.8102  30.2027  0.0213  0.0138  0.0088
Si  6.837  4.1444  30.0876  0.0068  0.0121  0.0275
Si  9.5195  1.3886  30.1492  -0.0067  -0.0127  0.0024
Si  6.8149  9.572  30.0856  0.0107  0.0049  0.0163
Si  9.5343  6.8604  30.0916  0.0124  0.005  0.0213
Si  -0.0411  -0.0096  31.504  0.0046  0.0315  0.1798
Si  2.7342  2.7639  31.4722  -0.0388  0.0197  0.1901
Si  0.0087  5.488  31.4472  -0.0195  0.016  0.1806
Si  2.697  8.2082  31.4909  -0.0089  -0.0051  0.175
Si  5.4709  0.0334  31.4741  0.0229  -0.0215  0.1763
Si  8.1722  2.777  31.4697  0.0181  -0.0386  0.1724
Si  5.4332  5.417  31.498  -0.0139  0.0247  0.1899
Si  8.1664  8.1977  31.4646  -0.0397  0.0123  0.1783
Si  1.3742  1.3618  32.815  -0.1423  0.0158  0.1499
Si  4.0965  4.0627  32.8727  -0.0426  0.0771  0.3655
Si  1.3534  6.8205  32.8346  0.0554  0.0595  0.32
Si  4.0861  9.5556  32.814  -0.0784  0.1093  0.3454
Si  6.8333  1.3759  32.8225  0.0003  0.0629  0.3227
Si  9.5439  4.1192  32.8111  -0.0313  0.0084  0.321
Si  6.801  6.8089  32.8215  -0.0542  0.0996  0.1676
Si  9.5126  9.5161  32.8745  -0.0654  0.0729  0.3179
Si  -0.0204  2.7115  6.8954  -0.0523  -0.0274  -0.3202
Si  2.7313  -0.0148  6.9315  0.1257  -0.1946  -0.2591
Si  0.0032  8.1559  6.9668  0.0586  0.0031  -0.2318
Si  2.7018  5.4351  6.913  -0.011  -0.0417  -0.4343
Si  5.4764  2.6928  6.9498  0.1338  -0.0033  -0.3138
Si  8.1287  -0.0171  6.942  0.0187  -0.0577  -0.3453
Si  5.423  8.1649  6.9097  0.0117  -0.0433  -0.2706
Si  8.1914  5.4584  6.9318  0.0703  -0.1286  -0.186
Si  1.3154  4.0836  8.2498  -0.0119  0.0122  -0.1954
Si  4.1292  1.2984  8.281  0.0086  -0.0162  -0.1861
Si  1.3948  9.4935  8.3178  0.0017  -0.0012  -0.1609
Si  4.0617  6.7898  8.2512  0.0272  -0.0074  -0.1928
Si  6.8782  4.0435  8.2845  0.0078  -0.0093  -0.1616
Si  9.5269  1.3127  8.2562  0.0067  0.0048  -0.1917
Si  6.7737  9.4926  8.3073  0.0425  -0.031  -0.1812
Si  9.512  6.8241  8.3387  -0.0035  0.0049  -0.1806
Si  -0.0451  -0.0735  9.6228  0.0032  -0.0024  -0.0111
Si  2.684  2.6563  9.4945  -0.0107  0.0004  -0.014
Si  -0.0081  5.4491  9.6714  0.0028  -0.0101  -0.0246
Si  2.7417  8.1037  9.6971  -0.0171  -0.0081  -0.0208
Si  5.4413  -0.0742  9.7166  -0.0024  0.0146  -0.0219
Si  8.2253  2.6446  9.6729  -0.0111  0.0034  -0.0194
Si  5.477  5.4399  9.5323  -0.0022  -0.0011  -0.0043
Si  8.1334  8.1761  9.717  -0.0092  -0.0026  -0.0156
Si  1.3354  1.3131  10.8653  -0.0028  0.004  -0.003
Si  4.0915  4.0117  10.7211  0.0061  0.0082  -0.0053
Si  1.3441  6.7818  11.0842  0.0095  -0.0051  -0.0104
Si  4.0846  9.4301  11.1055  0.0045  -0.0037  -0.0185
Si  6.9041  1.2263  11.0414  0.001  0.0057  -0.0109
Si  9.5754  4.039  11.0185  0.0005  -0.0085  -0.0146
Si  6.7417  6.7682  11.0072  -0.003  -0.0085  -0.0088
Si  9.531  9.5009  11.1183  0.0038  0.0062  -0.0053
Si  0.187  2.7509  12.314  0.0071  -0.0019  0.0097
Si  2.4967  -0.1552  12.2577  -0.0038  0.0066  0.0168
Si  -0.0841  8.0436  12.5505  -0.0053  0.0016  0.02
Si  2.8422  5.3268  12.1621  0.0015  -0.0063  0.0213
Si  5.3474  2.5922  12.0659  -0.0101  -0.0004  0.0158
Si  8.2835  0.0246  12.6174  0  -0.0063  0.0157
Si  5.4911  8.1258  12.5406  0.0085  -0.001  0.0179
Si  8.0624  5.2968  12.2884  -0.0086  -0.0006  0.017
Si  1.9539  3.7123  13.6022  0.001  0.0007  -0.0381
Si  3.864  1.3186  13.3266  -0.002  0.0087  -0.0238
Si  0.9252  9.8024  13.8226  -0.0054  0.0021  -0.0407
Si  4.2756  6.4031  13.6245  0.0092  -0.0055  -0.0362
Si  6.3823  4.1139  13.4457  0.0006  0.0068  -0.0339
Si  9.9181  1.4599  13.8224  0.0036  -0.0068  -0.0357
Si  7.2659  9.109  13.8647  0.0026  0.0014  -0.0382
Si  9.2598  6.6229  13.7657  -0.0046  0.0071  -0.0337
Si  -22.9434  -17.6503  15.7907  -0.0013  0.0018  -0.061
Si  3.9903  -13.3359  17.4787  -0.0039  -0.0029  -0.0494
Si  -9.7443  -2.6408  16.5074  0.0086  -0.0027  -0.0542
Si  25.8908  -10.6151  18.1351  0.0091  -0.0125  -0.0502
Si  10.5416  14.0986  18.4927  -0.0002  -0.0002  -0.0679
Si  -7.149  1.3164  24.2687  0.0038  -0.0111  -0.0488
Si  7.6064  -2.2239  23.0923  0.0022  0.0046  -0.0593
Si  -16.2084  10.7654  22.63  0.0062  0.0013  -0.0601
Si  9.7762  9.741  18.0247  0.0067  -0.0013  -0.0627
Si  -23.1213  19.1104  20.6092  0.003  0.0019  -0.0615
Si  23.0894  -10.1753  18.9807  -0.0042  0.0067  -0.047
Si  6.0555  -6.3748  20.5345  -0.0086  -0.0043  -0.064
Si  -9.8222  -11.8145  21.4879  -0.0004  0.0017  -0.0608
Si  25.1398  -2.384  23.1112  -0.0038  0.0079  -0.0533
Si  -10.2568  12.0731  23.5212  0.0001  -0.0091  -0.0526
Si  6.901  -29.0777  16.3546  0.0053  0.0026  -0.0611
Si  -27.9901  5.4014  17.8268  -0.0119  -0.0003  -0.065
Si  -16.4418  28.1675  22.9571  0.0045  -0.0053  -0.0593
Si  -4.9365  23.1988  20.0807  0.0022  0.0035  -0.0607
Si  -2.8002  12.1483  17.9406  -0.0026  0.0082  -0.0529
Si  -12.6249  5.0488  20.6645  0.0046  -0.0013  -0.0694
Si  16.078  -11.4322  15.5696  0.013  0.0001  -0.0584
Si  13.2359  -16.1262  15.9078  -0.0015  -0.0022  -0.0627
Si  -1.0213  14.6761  23.5468  -0.0007  0.0044  -0.0667
O  9.8571  -16.3127  14.8225  0.0059  -0.0152  0.0265
O  -12.0877  2.6528  14.9943  -0.0043  0.0129  0.0335
O  -12.716  8.8501  19.1838  -0.0019  -0.0145  0.0365
O  19.2389  8.3523  24.5101  0.0017  -0.0033  0.0425
O  -5.6985  5.8844  24.4965  0.0017  -0.0115  0.0525
O  8.6364  10.7173  17.3649  0.0027  -0.0023  0.0186
O  -4.3838  9.6254  25.7982  0.0045  0.0037  0.0066
O  -4.1972  31.5996  15.2285  -0.0129  0.0057  0.0257
O  21.452  -13.0485  17.0233  -0.0146  0.0095  0.0264
O  -14.9731  15.0828  25.6128  -0.0002  0.0007  0.0051
O  -2.1556  2.9909  24.4284  -0.0155  -0.0077  0.0425
O  10.4233  5.0353  24.4632  0.0112  0.0113  0.0386
O  0.0212  10.7465  18.5688  0.0088  0.0042  0.0291
O  15.2644  8.9995  15.9932  -0.0087  -0.0078  0.0332
O  -10.7656  -2.0345  20.807  0.0061  0.0044  0.0186
O  -0.1229  3.9738  17.0531  0.0059  -0.0098  0.0459
O  1.5095  20.0154  15.1913  0.0031  -0.0085  0.0378
O  -5.2688  -16.5999  21.9432  -0.0058  0.019  0.0384
O  3.9477  -3.7705  22.5055  -0.002  0.0013  0.0294
O  10.7569  0.7706  24.8906  -0.005  -0.007  0.036
O  -9.087  10.9323  20.3954  -0.0034  -0.014  0.0423
O  -4.8525  2.902  20.7132  0.0006  0.0058  0.0176
O  3.4008  6.529  15.0125  -0.0099  0.0012  0.03
O  -8.5206  8.3688  17.5701  0.005  0.0032  0.0254
O  13.1464  1.0451  23.649  0.0069  0.0047  0.0175
O  5.4479  5.3315  14.0017  -0.0042  -0.0026  0.0109
O  15.8763  11.3716  16.7912  -0.0092  0.0077  0.0386
O  -9.192  26.2154  15.047  0.0008  0.011  0.0301
O  9.294  4.4341  22.1711  0.0086  -0.0152  0.0572
O  -8.8302  30.8226  22.371  0.0162  -0.0095  0.0326
O  -3.5964  11.884  19.3061  -0.0141  0.0001  0.0312
O  -16.764  -16.7979  19.365  0.0167  -0.0075  0.045
O  10.8729  0.1936  14.332  0.0052  -0.0058  0.0188
O  -18.606  5.1039  17.2231  0.0145  -0.0037  0.0348
O  3.6291  -8.1452  24.9967  -0.0078  0.0096  0.0304
O  4.4562  -1.2359  22.8928  -0.0023  -0.0032  0.018
O  -1.5544  -8.695  18.2773  0.0045  0.0003  0.0222
O  4.6673  22.0584  14.2998  0.0098  -0.0107  0.0362
O  4.3934  -12.176  18.5573  0  0.0064  0.0164
O  -9.7761  -4.2367  16.2244  -0.0013  0.0069  0.02
O  -14.6908  -8.7703  17.0083  0.0061  -0.0162  0.0249
O  -12.1976  -4.278  20.597  -0.0013  0.0014  0.0204
O  16.6106  -17.2489  16.945  -0.0102  0.0088  0.0282
O  11.0888  21.8729  22.4036  -0.0032  0.0163  0.0294
O  12.2241  20.551  25.7448  -0.0005  0.0005  0.0198
O  13.8402  -8.4068  14.0544  -0.0021  0.0009  0.0105
O  1.472  14.9088  25.7363  0.0031  0.0015  0.0187
O  0.1341  -8.1946  23.1661  -0.0015  0.0008  0.0209
O  -14.1811  -16.8455  20.1911  0.0031  0.0021  0.0231
O  10.1428  -17.5152  19.658  -0.0122  0.0154  0.0353
O  -5.1097  -21.5697  21.0945  -0.0013  -0.0134  0.0445
O  26.4018  -9.4951  19.1593  0.0115  0.0074  0.0305
O  4.7649  7.0389  17.7596  0.0022  -0.006  0.0165
O  -13.4876  4.3895  16.5134  -0.0041  -0.0018  0.0217
O  -4.363  -14.2888  22.852  -0.0016  -0.0007  0.0244
O  8.2623  -3.0342  14.3327  -0.0034  0.0025  0.0108
O  -7.7492  8.1909  24.6812  -0.0077  -0.0033  0.0459
O  4.9883  1.2794  23.242  -0.0121  0.0071  0.025
O  -9.9698  2.2964  18.9861  0.0041  -0.0063  0.0196
O  13.4182  -21.2488  17.9224  -0.0097  0.0009  0.0203
O  -4.1814  3.2532  14.7867  0.0059  -0.0024  0.0437
O  4.1834  11.0895  25.361  0.0106  -0.0015  0.0205
O  -3.9345  10.1522  23.1847  0.0009  -0.0055  0.0175
O  -2.2709  -45.7541  21.8455  -0.019  0.0028  0.0343
H  2.1901  0.5342  33.7475  -0.2889  0.3499  -0.2785
H  0.5391  2.17  33.7475  0.2977  -0.2469  -0.2543
H  4.9213  3.2439  33.8052  -0.3683  0.2547  -0.2596
H  3.2681  4.8779  33.8052  0.3069  -0.205  -0.2509
H  2.164  5.9876  33.767  -0.2472  0.2514  -0.2958
H  0.5271  7.6377  33.767  0.3161  -0.3316  -0.2573
H  4.8915  8.7178  33.7464  -0.2598  0.2816  -0.2906
H  3.2527  10.3656  33.7464  0.4042  -0.2755  -0.2181
H  7.6247  0.5249  33.7549  -0.1984  0.403  -0.2874
H  5.9993  2.1854  33.7549  0.318  -0.3109  -0.262
H  10.3397  3.2722  33.7436  -0.2096  0.3234  -0.2755
H  8.718  4.9369  33.7436  0.3499  -0.2794  -0.2451
H  5.9726  7.6241  33.7539  0.3029  -0.2755  -0.2514
H  7.6347  5.9991  33.7539  -0.2864  0.3134  -0.2743
H  8.6818  10.3288  33.8069  0.2896  -0.3357  -0.2362
H  10.3396  8.6995  33.8069  -0.3139  0.2916  -0.2793
H  0.8148  1.9032  5.963  -0.2471  0.297  0.2671
H  -0.8162  3.5584  5.963  0.1909  -0.4295  0.2411
H  3.5648  -0.8247  5.999  -0.4337  0.2574  0.2214
H  1.9154  0.8129  5.999  0.2581  -0.2412  0.3427
H  -0.8238  8.9724  6.0344  0.305  -0.2182  0.2924
H  0.8295  7.3386  6.0344  -0.3827  0.2541  0.2754
H  1.8912  6.268  5.9805  0.3153  -0.3367  0.2263
H  3.5302  4.62  5.9805  -0.2716  0.217  0.26
H  6.3104  1.8834  6.0174  -0.3783  0.3788  0.2175
H  4.6516  3.5116  6.0174  0.2138  -0.2303  0.325
H  8.9595  -0.8298  6.0095  -0.324  0.205  0.2509
H  7.3373  0.834  6.0095  0.2843  -0.4377  0.246
H  6.2514  7.3497  5.9772  -0.3029  0.2361  0.2669
H  4.6176  9.0027  5.9772  0.3578  -0.2966  0.2641
H  9.0172  4.6407  5.9994  -0.2182  0.4158  0.2564
H  7.3577  6.2682  5.9994  0.2307  -0.2833  0.3206

Results
free energy: -113756.968 eV
free energy less fixed offsets of H -15.71, O -570.45, Si -639.56 eV per atom: 1.752 eV

The program warned: the cutoff lies below the one the program advises for these potential files; the forces do not sum to zero within the program's tolerance; empty levels may hold ghost states of the PAW files; the exchange-correlation potential is rough where the density is thin.
